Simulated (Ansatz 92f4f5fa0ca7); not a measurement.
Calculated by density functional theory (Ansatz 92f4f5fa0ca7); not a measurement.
Periodic cell of 372 atoms, Si256O116, from a study of silicon, its oxide and their interface. The atomic structure is a simulated model.

Settings: functional r2SCAN; potential files Ansatz PAW; basis plane waves; wave-function cutoff 800 eV; density cutoff ratio 5; exchange-correlation grid ratio 1; k mesh 1 x 1 x 1, Gamma-centred; self-consistency stop 1e-10 eV per atom in the density residual; occupations fixed; spin none; net charge 0.

Cell vectors (angstrom)
a 16.3305 0 0
b 0 16.3305 0
c 0 0 24.3375

Atoms and the computed forces on them: element, x, y, z (angstrom), force x, y, z (eV/angstrom)
Si 0.2039 -0.2589 0.233 -0.0145 0.0122 -0.0917
Si 2.823 2.3771 0.028 -0.0177 0.0051 -0.1073
Si -0.1954 5.426 0.1538 -0.0006 -0.0113 -0.1104
Si 2.7852 7.8113 0.2776 -0.024 0.005 -0.0989
Si -0.2819 11.0433 0.019 0.007 -0.0281 -0.1155
Si 2.404 13.8722 -0.1639 0.0083 -0.0197 -0.1488
Si 5.1798 0.3128 0.0505 0.0205 -0.0127 -0.1117
Si 8.4958 2.49 -0.1909 -0.0185 0.0187 -0.1455
Si 5.0761 5.7446 0.1927 0.0178 -0.0079 -0.1203
Si 7.7784 8.1999 0.0961 0.011 -0.0286 -0.1134
Si 5.6644 10.5145 -0.1097 -0.0184 0.01 -0.1265
Si 8.4108 13.4127 -0.1079 -0.0129 0.0232 -0.1137
Si 10.7752 0.2431 -0.1138 0.0141 -0.0062 -0.1176
Si 13.409 2.8543 0.2622 0.0042 -0.0078 -0.0962
Si 11.3387 5.2088 0.1623 -0.0039 0.0271 -0.1319
Si 14.1756 7.9034 0.4168 0.0067 0.0206 -0.1123
Si 10.6526 11.206 -0.0022 0.0205 -0.0163 -0.1143
Si 13.9144 13.3826 -0.0512 -0.0066 0.0211 -0.1116
Si 1.3875 1.282 1.5021 0.0016 0.0004 0.0072
Si 3.9857 4.0167 1.3231 -0.0017 -0.0005 0.0097
Si 1.3337 6.5925 1.5623 -0.0042 0.0017 0.0014
Si 4.0506 9.4988 1.3217 0.0028 -0.0008 0.0061
Si 1.3608 12.244 1.2205 0 0.004 0.0082
Si 4.0523 14.9442 1.222 -0.004 0 0.0081
Si 6.8588 1.4386 1.2377 0.0016 0.0012 0.0088
Si 9.5504 4.094 1.2322 0.0029 -0.0018 0.0064
Si 6.6697 6.7874 1.5421 0.0027 -0.001 0.0044
Si 9.4827 9.4873 1.2062 -0.0013 0.0003 -0.0039
Si 6.8098 12.1839 1.1628 0.0012 -0.0028 0.006
Si 9.577 14.9838 1.21 0.0016 0.0025 0.0085
Si 12.1971 1.2961 1.4399 -0.0002 0.0018 0.0067
Si 14.9806 3.9848 1.5469 -0.0012 0.0044 0.0063
Si 12.3646 6.8333 1.4589 0.0026 -0.0034 0.0069
Si 15.141 9.5689 1.6447 -0.0001 0.0032 0.0035
Si 12.2707 12.2942 1.2978 0.0025 0.0016 0.0029
Si 14.9754 14.8676 1.4377 0.0012 -0.0002 0.0066
Si 0.041 2.6523 2.8406 -0.001 -0.0004 -0.0048
Si 2.7726 -0.0998 2.7699 0.0026 -0.0005 -0.0019
Si 0.1182 8.1182 2.9051 -0.0024 0.0013 -0.0062
Si 2.7292 5.3019 2.8612 0.0015 -0.0011 0.0003
Si 0.047 13.5347 2.7474 0.0008 -0.0002 -0.0018
Si 2.7188 10.9066 2.6392 -0.0034 -0.0001 -0.0033
Si 5.4821 2.7463 2.6551 0.0025 -0.0001 -0.0023
Si 8.1713 -0.0046 2.593 -0.0003 -0.0005 -0.0037
Si 5.3616 8.2066 2.829 -0.0004 0.0035 -0.001
Si 8.1765 5.4035 2.6812 0.0004 0.0007 -0.0027
Si 5.4533 13.5696 2.547 0.0025 0.0001 -0.0025
Si 8.1527 10.8578 2.6313 -0.0011 -0.0003 0.0004
Si 10.8449 2.7417 2.7252 -0.0012 0.0017 -0.0022
Si 13.6063 -0.0587 2.7406 -0.0008 0.0014 -0.0052
Si 10.8718 8.1967 2.6593 -0.0013 0.0015 -0.0025
Si 13.6529 5.4368 2.8619 -0.0009 0.0001 -0.0008
Si 10.9206 13.6593 2.6607 -0.0009 0.0016 -0.0011
Si 13.569 10.8978 2.7578 -0.003 -0.002 -0.003
Si 1.36 4.0132 4.2175 0.0006 0.0009 -0.0006
Si 4.147 1.3336 4.0454 -0.0026 0.0002 -0.0021
Si 1.4609 9.5417 4.1368 0.0001 0.0025 -0.002
Si 4.058 6.7803 4.1498 0 -0.0004 -0.003
Si 1.3823 14.911 4.1263 -0.0005 0.0013 -0.0013
Si 4.1032 12.2528 3.9942 0.0001 0 0.0006
Si 6.8076 4.08 4.0678 -0.0014 -0.0007 -0.0006
Si 9.4891 1.3539 4.0367 -0.0008 0.0009 -0.0004
Si 6.8072 9.5538 4.0922 -0.0001 0.0016 -0.0011
Si 9.5281 6.8045 4.034 -0.0005 0 -0.0004
Si 6.8119 14.9413 3.951 0.0009 0.0009 -0.0013
Si 9.5304 12.2444 3.9831 0.0007 -0.0014 -0.0009
Si 12.2207 4.0778 4.125 0.0003 -0.0005 -0.0022
Si 14.9625 1.3008 4.1236 -0.0005 -0.0003 0
Si 12.2085 9.5215 4.0875 -0.0013 -0.0016 0
Si 14.9916 6.8093 4.2071 0.0012 -0.0016 -0.0011
Si 12.241 14.9564 4.0998 -0.0002 -0.0002 0
Si 14.9734 12.2262 4.1024 0.0018 0.0012 -0.001
Si 0.0116 -0.0455 5.4758 -0.0006 0.0009 -0.0009
Si 2.7764 2.6614 5.472 0.0003 -0.0006 -0.0012
Si 0.0118 5.4317 5.5364 -0.001 0.0007 0.0005
Si 2.7496 8.1655 5.5153 -0.001 -0.0002 0.0001
Si 0.0039 10.8578 5.4502 -0.0013 0.0007 0.0008
Si 2.7636 13.5583 5.4458 -0.0018 0.0017 0
Si 5.4936 -0.037 5.3926 0.0009 0.0012 0.0006
Si 8.1495 2.7078 5.4258 0.0004 0.0001 -0.0003
Si 5.4729 5.447 5.4542 -0.0001 0.0008 -0.0021
Si 8.1659 8.1566 5.4319 -0.0006 -0.001 0.0014
Si 5.4401 10.9139 5.4235 0.0002 -0.0003 0.0001
Si 8.1751 13.6069 5.3557 0.0008 0.0001 -0.0009
Si 10.8777 0.0229 5.4058 0.0015 0.0012 -0.0005
Si 13.6029 2.7097 5.4507 0.0015 0.0005 -0.0002
Si 10.8658 5.4652 5.4592 -0.0007 -0.0005 -0.0029
Si 13.5722 8.1748 5.4902 0.0007 0.0007 -0.0016
Si 10.8516 10.8919 5.42 -0.0017 -0.001 0.001
Si 13.6098 13.5955 5.4462 -0.0015 -0.0005 0.0007
Si 1.3812 1.3417 6.8198 -0.0005 0.001 0.0004
Si 4.0964 4.095 6.8004 -0.0006 -0.0011 -0.0009
Si 1.3586 6.8273 6.8615 0.0005 0.0006 0.0019
Si 4.1161 9.5346 6.8262 -0.0015 0.0014 -0.0002
Si 1.3781 12.205 6.8037 0.0012 0.0018 0.0005
Si 4.1269 14.9467 6.7792 0 -0.0001 0.0003
Si 6.8167 1.3415 6.7865 -0.0012 0.0001 -0.0001
Si 9.4951 4.0928 6.7976 -0.0004 0.0004 -0.0002
Si 6.8166 6.8011 6.8284 -0.0001 -0.0013 0.0001
Si 9.521 9.5168 6.8117 0.0008 0.0005 -0.0006
Si 6.8249 12.2622 6.7619 -0.0002 0.0002 0.0009
Si 9.5284 14.9785 6.7396 0.0003 0.0021 -0.0001
Si 12.2314 1.3695 6.7909 -0.0005 0.0015 0.0004
Si 14.9381 4.0786 6.8404 -0.0006 0.0001 0.0002
Si 12.2148 6.8131 6.86 0 0.0003 0.0007
Si 14.9537 9.5361 6.8281 -0.0002 -0.0001 0.0013
Si 12.2356 12.2302 6.7807 0.0006 0.0006 0.0002
Si 14.9534 14.9442 6.8193 0.0001 0.0003 -0.0003
Si 0.001 2.7342 8.1642 0.0005 -0.0008 -0.0006
Si 2.7628 -0.0157 8.1373 -0.001 -0.0009 0.0012
Si -0.0213 8.1862 8.1946 -0.0008 0.0002 -0.0003
Si 2.7284 5.4545 8.1844 0.001 0.0011 0.0013
Si -0.0111 13.5579 8.1405 -0.0017 0.0006 0.0017
Si 2.724 10.8541 8.1936 -0.0004 0.0008 0.0015
Si 5.4709 2.7492 8.1264 0.0004 0.001 0.0009
Si 8.2059 0.0054 8.1377 -0.0004 0.0019 0.0015
Si 5.4372 8.1543 8.1831 0.0006 0.0001 0.0018
Si 8.1754 5.4536 8.21 -0.0006 -0.0008 -0.0013
Si 5.497 13.6045 8.1574 -0.0015 0.0014 0.0001
Si 8.1479 10.8815 8.1521 -0.0012 0 0.0009
Si 10.8763 2.7419 8.1414 0.0007 -0.0006 -0.0003
Si 13.5947 0.0148 8.1447 0.0007 0 0.0007
Si 10.8638 8.1768 8.2403 -0.0005 -0.0004 -0.0001
Si 13.5854 5.4476 8.2169 -0.0006 -0.0002 0.0007
Si 10.8914 13.6232 8.1046 0.0002 0.0002 0.0003
Si 13.5723 10.8852 8.1819 -0.0025 0.0002 0
Si 1.3202 4.136 9.5332 -0.0017 0.002 0.0011
Si 4.1197 1.4018 9.4628 -0.0001 0.0017 0.0005
Si 1.3561 9.4993 9.582 0.0007 0.0008 0.0002
Si 4.0637 6.8091 9.5715 -0.002 -0.0004 -0.0003
Si 1.3452 14.9601 9.4314 0.0014 -0.0002 0.0015
Si 4.1153 12.2322 9.5007 0.0001 -0.0007 0.0011
Si 6.8081 4.0806 9.5468 -0.001 0.0001 0.0007
Si 9.5577 1.3736 9.5163 -0.0014 0.0012 -0.0006
Si 6.7892 9.5029 9.5267 0.0008 -0.0004 -0.0007
Si 9.4995 6.8187 9.6288 -0.0001 -0.0007 0.001
Si 6.8763 14.9747 9.505 0.001 0.0014 -0.001
Si 9.5344 12.2744 9.4617 -0.0002 -0.0013 0.0003
Si 12.1849 4.0925 9.5524 -0.0011 0.0004 -0.0007
Si 14.952 1.3836 9.5012 -0.001 0.0014 -0.0003
Si 12.2355 9.5471 9.6019 0.0005 0.0003 0.0012
Si 14.9486 6.8481 9.5531 -0.0001 0.0003 -0.0015
Si 12.2434 14.9761 9.4876 -0.0003 -0.0003 0.0002
Si 14.9541 12.2167 9.5356 0.0019 0.0012 0.0009
Si 0.0019 -0.0035 10.7982 0.0009 0.0002 -0.0001
Si 2.7068 2.7393 10.7986 0.0001 -0.0017 -0.0007
Si -0.0243 5.5313 10.933 -0.0007 -0.0006 -0.0013
Si 2.6691 8.113 10.9901 0.0011 0.0016 -0.0012
Si -0.0421 10.8371 10.9212 -0.0035 -0.0038 0.0014
Si 2.7344 13.652 10.758 -0.0003 0.0002 0.0011
Si 5.5677 0.1048 10.7843 -0.0012 -0.0005 0.0007
Si 8.2149 2.7415 10.89 0.0022 0.0012 -0.0002
Si 5.4482 5.456 10.9071 0.0023 -0.0001 -0.0001
Si 8.096 8.19 10.9746 -0.0011 0.0013 -0.0005
Si 5.421 10.8252 10.8898 0.0013 -0.0009 0
Si 8.2303 13.6018 10.8847 -0.0024 -0.0017 0.0008
Si 10.8839 -0.0296 10.8747 -0.0011 0.0024 -0.0011
Si 13.5578 2.7188 10.8655 -0.0007 -0.0002 0.0006
Si 10.8721 5.4465 10.9963 -0.0002 0 -0.0007
Si 13.6116 8.1743 10.9685 0.0002 -0.0013 -0.0012
Si 10.8511 10.9719 10.889 -0.0007 0.0017 0.0008
Si 13.6399 13.6628 10.8503 0.0014 0.0016 0.0014
Si 1.3283 1.3875 12.1188 -0.0001 -0.0006 0.0006
Si 4.0689 4.0466 12.1746 -0.0003 0.0019 -0.0007
Si 1.3246 6.7773 12.4679 0.0016 -0.001 0.0011
Si 4.0497 9.4801 12.3093 -0.0002 -0.0028 0.0001
Si 1.3572 12.2996 12.0954 0.0006 -0.0012 0.0018
Si 4.0898 15.1389 11.9789 0.0011 0.0007 -0.0004
Si 6.9789 1.3243 12.2713 -0.0002 0.003 -0.0028
Si 9.4737 4.0945 12.3567 0.0004 0.0008 -0.002
Si 6.7297 6.8014 12.3774 -0.0014 -0.0013 -0.0002
Si 9.4177 9.6786 12.2505 -0.0001 -0.0004 -0.0018
Si 6.8085 12.2243 12.1538 0.0009 -0.0001 -0.0025
Si 9.5916 14.9385 12.3129 0.0026 0.0005 0
Si 12.2603 1.2858 12.2342 -0.003 -0.0031 0.0003
Si 14.8242 4.2098 12.1633 0.0011 -0.0009 -0.0029
Si 12.2215 6.8536 12.3462 0.0003 -0.0034 0
Si 15.003 9.4353 12.4062 -0.0011 0.0048 0.0015
Si 12.2694 12.3498 12.2008 0.0017 -0.003 -0.0003
Si 15.0182 15.0161 12.2254 -0.0034 -0.0001 -0.0014
Si -0.1121 2.7802 13.313 -0.0026 0.0002 0.0034
Si 2.8103 0.1516 13.4367 -0.0021 0.0021 -0.0018
Si -0.0398 8.0762 14.0208 0 0.0019 -0.0008
Si 2.7528 5.2809 13.6854 0.001 0.0008 0.0038
Si 0.1229 13.7012 13.5179 -0.0011 0.0054 0.0124
Si 2.6163 10.9115 13.476 0.0016 -0.0012 0.0061
Si 5.5393 2.7555 13.436 0.0013 -0.0009 0.006
Si 8.2562 -0.1097 13.7698 0.0016 0.0019 0.0032
Si 5.2853 8.1041 13.8041 -0.0017 0.0018 0.0039
Si 8.1481 5.4834 13.7965 0.002 -0.0014 0.0061
Si 5.3895 13.6923 13.2103 -0.0018 0.0025 0.0005
Si 8.0522 11.0112 13.7312 -0.0047 0.0013 0.0047
Si 10.8265 2.5888 13.5645 -0.0025 0.0034 0.0047
Si 13.6789 -0.022 13.6625 0.0026 -0.0021 0.0052
Si 10.8047 8.3076 13.5366 0.0007 -0.0033 0.0054
Si 13.5009 5.4454 13.7611 -0.0054 0.0039 0.0065
Si 11.0646 13.7009 13.7199 0.0006 0.0013 0.006
Si 13.6084 10.976 13.5138 0.0001 0.0009 0.0036
Si 1.1337 4.0192 14.813 0.0001 0.0158 -0.0731
Si 4.4869 1.1741 14.7774 -0.0123 -0.0098 -0.0873
Si 1.1214 9.9281 15.0118 -0.0281 -0.0058 -0.1058
Si 4.1556 6.4139 15.1924 0.0326 -0.0079 -0.1235
Si 1.8169 14.8614 14.724 0.0033 -0.0175 -0.0735
Si 3.8521 12.5798 14.4975 -0.0181 0.01 -0.0656
Si 6.4785 4.2789 14.9592 0.0019 0.0208 -0.0822
Si 9.9824 0.9771 15.0613 0.0239 -0.0097 -0.0988
Si 6.8569 9.3669 15.0169 0.016 -0.0109 -0.0876
Si 9.2266 7.2783 14.9248 -0.0271 0.0081 -0.1043
Si 6.4578 14.9951 14.7936 -0.0045 0.025 -0.0979
Si 9.7573 12.2029 14.9266 0.007 -0.0203 -0.0948
Si 12.246 3.7905 14.9048 0.0273 -0.0139 -0.0973
Si 14.6673 1.7949 14.72 -0.0147 -0.0025 -0.0694
Si 11.9433 9.935 14.7696 -0.0145 0.0097 -0.102
Si 15.1824 6.1976 15.2974 0.0151 0.0219 -0.1119
Si 12.3567 15.1566 15.2421 -0.0164 0.0077 -0.0914
Si 15.2297 12.1395 14.7307 0.005 -0.0069 -0.0691
Si -1.7237 37.3881 18.0132 0.0152 -0.0133 -0.2266
Si 10.8128 -18.5798 19.9461 -0.0623 -0.0372 -0.2319
Si -8.1911 8.8814 19.3289 0.0195 0.0016 -0.2098
Si -5.3026 38.1489 21.4715 0.0277 -0.0352 -0.2347
Si 21.5835 11.1341 16.9186 0.0204 -0.0077 -0.1802
Si 17.4005 -7.649 19.3687 0.0259 0.0085 -0.2265
Si -10.8016 5.6347 21.5642 -0.0315 0.0282 -0.2184
Si 25.6357 14.0831 17.4596 -0.0298 -0.0215 -0.1953
Si -7.2732 -8.715 21.9151 0.0014 0.018 -0.2315
Si -6.2809 2.9018 20.1791 0.0477 -0.0056 -0.2116
Si 5.3056 8.2451 19.9443 -0.008 -0.0095 -0.2154
Si 11.2323 9.5072 21.9804 -0.0024 -0.0217 -0.2406
Si 11.4843 4.318 17.8496 0.0272 0.0177 -0.2177
Si -15.5402 3.4763 22.1453 0.0127 0.014 -0.2318
Si 10.2245 27.3622 19.4369 -0.0065 0.0256 -0.2098
Si 19.4456 22.9885 18.2399 0 0.0091 -0.2344
Si 10.2769 7.1644 17.8357 0.018 -0.0192 -0.2057
Si -18.7086 24.7686 21.913 0.0157 -0.0184 -0.2466
Si -4.2118 9.6678 17.7297 0.0053 -0.0195 -0.2056
Si 1.382 9.3446 22.3523 0.0204 -0.0099 -0.2423
Si 6.518 13.6689 17.7247 0.0368 -0.0298 -0.1968
Si -10.3599 2.1929 17.0286 -0.0052 0.0081 -0.222
Si 13.8558 22.6186 20.2752 0.0363 -0.0301 -0.2153
Si 0.7395 -19.2936 18.7818 -0.0526 0.0293 -0.2157
Si 3.0203 4.2992 20.2137 0.0311 0.0069 -0.2153
Si -1.6927 -2.2453 17.1109 -0.0561 -0.0009 -0.1729
Si 19.1273 -3.0334 21.0164 -0.0395 0.0193 -0.2515
Si 16.9868 -0.395 17.366 -0.0033 0.0247 -0.1737
Si 8.4799 0.5725 17.3528 0.0119 0.0184 -0.2339
Si -25.3708 19.6526 21.2588 -0.0303 -0.0173 -0.2259
Si -11.3328 -14.3088 19.8756 0.0066 0.0047 -0.2175
Si -19.8531 15.3678 22.0064 -0.023 -0.0174 -0.2411
Si 0.1901 18.7097 17.0316 0.0037 -0.0159 -0.1668
Si 25.4815 16.5357 20.459 0.0079 -0.0002 -0.2349
Si 18.6082 -5.5196 17.7591 0.0169 -0.0072 -0.2083
Si 14.4637 8.9781 19.2946 -0.0156 0.017 -0.2035
Si 4.0715 -5.6121 21.5569 -0.02 -0.0245 -0.2391
Si -1.4162 1.3067 22.3494 -0.0017 0.0005 -0.1784
Si 21.2878 -1.1676 19.8902 -0.0002 0.0014 -0.2236
Si 6.9832 31.6724 22.1204 0.0054 0.0249 -0.2598
O -8.0964 -24.1334 -3.4465 0.0255 -0.0411 0.1525
O -4.1269 14.5836 -3.6765 0.0651 0.0527 0.1413
O -5.2295 5.8657 -1.3069 0.0098 -0.0066 0.1864
O -7.8939 3.07 -4.2009 -0.0279 0.0101 0.0938
O -18.0686 -6.863 -3.4955 -0.0104 -0.0062 0.1449
O -5.4789 -6.2661 -3.7987 0.0297 -0.0496 0.1651
O 10.8228 5.7226 -5.9937 -0.0046 -0.0027 0.0839
O -11.5394 0.4326 -4.5778 0.0031 -0.0082 0.08
O 4.0224 17.696 -0.471 -0.0018 0.0003 0.0527
O -6.6201 15.0394 -3.7234 -0.0032 0.0171 0.0861
O 5.685 23.5076 -3.2328 0.0107 -0.0536 0.1043
O 4.8322 11.9241 -8.7449 0.0246 -0.0313 0.1018
O 8.7566 -5.9439 -5.2496 0.0023 -0.0095 0.0695
O -8.1816 -9.1553 -1.1634 -0.0376 0.0228 0.1458
O 5.7645 5.3199 -1.2134 -0.013 0.0018 0.1765
O 3.894 10.8314 -6.6162 -0.0308 -0.0013 0.0713
O 4.0444 5.1097 -3.1653 0.0418 0.0192 0.0946
O 6.7427 4.8043 -3.4495 -0.0041 0.0088 0.0772
O -2.4186 0.2088 -2.755 0.0117 0.0144 0.0826
O 11.1348 10.913 -6.2487 -0.0347 0.0173 0.1017
O 10.6695 -2.037 -6.0136 0.0465 0.008 0.1438
O -6.9057 12.9032 -7.9701 -0.0078 0.0502 0.1285
O 14.0797 25.2036 -0.9092 0.0082 -0.011 0.1696
O 18.2994 19.1079 -1.3114 0.0514 -0.0339 0.1278
O 6.8072 3.3743 -8.0553 -0.0073 -0.0451 0.0974
O 5.8784 -0.3131 -1.2754 -0.0547 0.039 0.1443
O 1.2394 14.8751 -5.9095 0.0175 -0.0486 0.0918
O -5.6892 3.9331 -3.0722 0.0083 0.0439 0.0973
O 13.5074 -6.3546 -5.8448 0.0449 -0.0182 0.0941
O 5.3985 -10.937 -8.8415 -0.0101 0.0028 0.0445
O 15.4937 31.7686 -7.3992 0.0234 -0.0113 0.052
O 37.7335 11.0475 -1.5462 0.058 -0.0064 0.1655
O 15.973 2.3841 -2.6863 -0.0116 -0.0129 0.0841
O 13.4875 19.1176 -9.0445 -0.0044 0.009 0.0405
O -9.6976 -2.182 16.1742 -0.0003 -0.0319 0.1426
O 2.7148 13.3852 22.6334 -0.0142 0.0281 0.2282
O -6.5291 6.4713 21.0237 -0.008 0.0126 0.0885
O -3.2199 14.648 16.6561 0.041 -0.0183 0.0945
O 11.5919 16.0237 22.8898 -0.0493 0.0379 0.1325
O -5.5991 3.1721 18.7255 -0.0512 -0.0385 0.1405
O 8.8996 -8.5999 18.4671 -0.0471 0.0397 0.1004
O -10.9469 -1.7762 18.4476 -0.0497 0.0454 0.1345
O -11.6916 25.8651 20.6322 -0.0247 0.0607 0.1136
O 1.3788 19.4313 16.1675 -0.0115 -0.0264 0.0923
O 18.2594 10.0156 19.1084 -0.0232 -0.0405 0.1125
O 16.2171 -5.3731 15.2333 0.0087 -0.0044 0.0409
O 11.3832 8.2927 18.1381 -0.0028 0.0025 0.0704
O 22.469 9.8726 16.4067 -0.033 0.0343 0.1008
O -6.9355 -14.7309 16.4777 -0.0319 -0.0066 0.1147
O -4.9786 4.1562 16.2345 -0.0306 0.0191 0.1496
O -10.3164 18.6612 21.095 0.044 0.0239 0.1005
O 1.7266 -8.9295 18.6327 -0.0232 0.0229 0.0817
O 3.5849 2.7899 20.0246 -0.0191 0.0207 0.0701
O -3.9531 20.3456 24.1292 0.0046 -0.0136 0.062
O -1.8245 6.9372 21.6073 0.0047 0.034 0.1143
O 0.1687 4.6756 23.0669 -0.0267 0.0486 0.1301
O 14.7241 -3.4715 16.0818 -0.0051 0.0471 0.0984
O 8.9519 -0.8512 16.7242 -0.0028 -0.0087 0.0867
O 1.2893 -1.2958 23.9378 -0.0062 0.0084 0.0559
O 4.3074 7.4923 18.9258 0.051 0.0335 0.1101
O 12.3668 24.7562 21.6509 -0.0069 0.0133 0.0891
O 15.544 34.2084 16.0529 0.0326 0.0086 0.0896
O 10.3537 12.5207 20.0823 0.0099 0.0089 0.0798
O 16.5439 26.5852 22.9994 -0.0401 0.0512 0.128
O -5.0841 16.3407 15.527 -0.0118 0.0102 0.0387
O -8.3274 13.7924 18.3896 -0.0038 0.0002 0.0776
O 13.0795 4.1985 18.0813 -0.0098 0.0057 0.0768
O 14.6878 5.9062 16.8574 -0.0177 -0.047 0.1493
O 1.5339 4.1489 20.8537 -0.0627 -0.0311 0.1281
O 2.9895 5.1333 18.8021 -0.0001 -0.0555 0.1233
O 18.1587 9.895 16.4848 0.0303 0.0253 0.1468
O 3.3877 6.6857 16.6228 -0.0444 0.0073 0.1847
O 10.0537 -9.4318 16.2598 0.0324 -0.0005 0.1532
O 20.1139 12.0456 20.6734 0.0079 -0.0207 0.0925
O 0.7455 1.1354 17.9327 0.0084 -0.011 0.0687
O 8.0525 8.3168 15.4189 0.0057 -0.0002 0.0468
O -4.7998 -5.6425 23.0299 -0.0212 0.0599 0.148
O 22.0107 35.287 18.5356 -0.0332 -0.0009 0.177
O 15.4215 29.7429 18.4596 0.0468 -0.0242 0.0962
O 10.2774 1.3615 20.6725 0.0063 -0.0054 0.0736
O 1.3176 -3.2091 20.2975 0.0731 -0.0079 0.1521
O 6.7575 9.3492 23.8397 0.0055 0.0043 0.0616
O -2.4058 2.2444 23.1869 -0.0351 0.0361 0.1125
O -14.5202 8.1776 23.3622 0.0379 -0.039 0.128
O -3.7618 9.4711 16.1912 0.0021 -0.0054 0.149
O -8.5331 14.1772 22.9009 0.0424 -0.0662 0.1374
O 17.8471 -0.5246 16.0123 -0.0188 0.0182 0.1111
O -10.1649 -20.561 17.8163 0.0069 0.0246 0.067
O -9.401 0.878 17.0286 0.009 -0.004 0.0729
O 2.6455 26.6381 22.1661 -0.0307 -0.0145 0.0916
O 4.5522 18.2 16.2789 0.0332 0.0189 0.1108
O 0.9671 8.5798 20.9784 0.011 0.0262 0.1881
O 15.8527 0.3991 23.2623 0.0423 -0.0405 0.1118
O 8.6292 0.4837 18.9436 0.0232 -0.0076 0.1883
O 15.1192 23.0067 24.222 0.0042 -0.0053 0.0604
O 15.6727 19.8583 17.7882 -0.028 0.0343 0.0827
O 14.8603 5.2654 19.5271 -0.0186 0.0444 0.136
O 6.1613 14.7154 20.8779 0.0562 0.0078 0.1448
O -3.9131 22.002 20.6616 -0.0532 -0.0026 0.0924
O 13.7326 23.8615 19.2358 0.0036 -0.0157 0.0915
O 7.9502 0.2019 21.544 -0.0529 -0.0279 0.1201
O -5.5659 10.9625 15.2334 0.0032 -0.0028 0.0481
O 3.5321 14.5977 20.3936 -0.0235 -0.0293 0.0885
O 6.5512 -7.5497 19.0458 -0.018 -0.013 0.0822
O -16.7151 8.882 18.6832 -0.0051 -0.0045 0.0801
O -8.4189 19.4556 22.746 0.048 -0.0332 0.191
O 5.3291 -0.1928 15.0311 0.0068 -0.0019 0.0379
O 3.9524 6.8288 24.0258 -0.01 0.0056 0.0667
O 9.6477 1.3629 23.7557 0.003 -0.0043 0.0682
O 14.9409 -4.1669 23.8598 -0.0007 0.0037 0.0469
O 13.4875 -2.1293 22.9199 0.0358 -0.0557 0.1317
O 16.5025 5.2552 15.2641 -0.0074 -0.0029 0.0383
O 10.071 8.6363 22.6431 -0.0098 0.01 0.1003
O 1.4922 12.247 17.8279 -0.0109 0.0216 0.0828
O 2.8422 13.6703 15.205 0.0029 -0.0024 0.0415
O 25.8741 12.2987 23.7563 -0.0061 0.0008 0.0574

Results
free energy: -229901.125 eV
free energy less fixed offsets of O -570.45, Si -639.56 eV per atom: -1.565 eV

The program warned: the cutoff lies below the one the program advises for these potential files; the forces do not sum to zero within the program's tolerance; empty levels may hold ghost states of the PAW files; the exchange-correlation potential is rough where the density is thin.
